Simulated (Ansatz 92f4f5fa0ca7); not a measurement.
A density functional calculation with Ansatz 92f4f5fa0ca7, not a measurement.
Periodic cell of 351 atoms, Si241O110, from a study of silicon, its oxide and their interface. The atomic structure is a simulated model.
Doubt: the cutoff is far below the 930 eV that the study's wrapper takes by default for these files, so forces and energies are approximate.

Settings
functional: PBE
potential files: Ansatz PAW
basis: plane waves
wave-function cutoff: 580 eV
density cutoff ratio: 5
exchange-correlation grid ratio: 1
k mesh: 1 x 1 x 1, Gamma-centred
self-consistency stop: 5e-08 eV per atom in the density residual
occupations: fixed
spin: none
net charge: 0

Cell vectors (angstrom)
a, 11.6015, 0, 0
b, 0, 13.3963, 0
c, 0, 0, 40.0838

Atoms: element, x, y, z (angstrom)
Si, 0, 2.2327, 1.1851
Si, 3.8672, 2.2327, 1.1851
Si, 7.7343, 2.2327, 1.1851
Si, 1.9336, 5.5818, 1.1851
Si, 5.8008, 5.5818, 1.1851
Si, 9.6679, 5.5818, 1.1851
Si, 0, 8.9308, 1.1851
Si, 3.8672, 8.9308, 1.1851
Si, 7.7343, 8.9308, 1.1851
Si, 1.9336, 12.2799, 1.1851
Si, 5.8008, 12.2799, 1.1851
Si, 9.6679, 12.2799, 1.1851
Si, 1.9336, 1.1164, 1.9745
Si, 5.8008, 1.1164, 1.9745
Si, 9.6679, 1.1164, 1.9745
Si, 0, 4.4654, 1.9745
Si, 3.8672, 4.4654, 1.9745
Si, 7.7343, 4.4654, 1.9745
Si, 1.9336, 7.8145, 1.9745
Si, 5.8008, 7.8145, 1.9745
Si, 9.6679, 7.8145, 1.9745
Si, 0, 11.1635, 1.9745
Si, 3.8672, 11.1635, 1.9745
Si, 7.7343, 11.1635, 1.9745
Si, 1.9336, 1.1164, 4.3426
Si, 5.8008, 1.1164, 4.3426
Si, 9.6679, 1.1164, 4.3426
Si, 0, 4.4654, 4.3426
Si, 3.8672, 4.4654, 4.3426
Si, 7.7343, 4.4654, 4.3426
Si, 1.9336, 7.8145, 4.3426
Si, 5.8008, 7.8145, 4.3426
Si, 9.6679, 7.8145, 4.3426
Si, 0, 11.1635, 4.3426
Si, 3.8672, 11.1635, 4.3426
Si, 7.7343, 11.1635, 4.3426
Si, 0, 0, 35.7433
Si, 3.8672, 0, 35.7433
Si, 7.7343, 0, 35.7433
Si, 1.9336, 3.3491, 35.7433
Si, 5.8008, 3.3491, 35.7433
Si, 9.6679, 3.3491, 35.7433
Si, 0, 6.6981, 35.7433
Si, 3.8672, 6.6981, 35.7433
Si, 7.7343, 6.6981, 35.7433
Si, 1.9336, 10.0472, 35.7433
Si, 5.8008, 10.0472, 35.7433
Si, 9.6679, 10.0472, 35.7433
Si, 0, 0, 38.1114
Si, 3.8672, 0, 38.1114
Si, 7.7343, 0, 38.1114
Si, 1.9336, 3.3491, 38.1114
Si, 5.8008, 3.3491, 38.1114
Si, 9.6679, 3.3491, 38.1114
Si, 0, 6.6981, 38.1114
Si, 3.8672, 6.6981, 38.1114
Si, 7.7343, 6.6981, 38.1114
Si, 1.9336, 10.0472, 38.1114
Si, 5.8008, 10.0472, 38.1114
Si, 9.6679, 10.0472, 38.1114
Si, 0, 2.2327, 38.9008
Si, 3.8672, 2.2327, 38.9008
Si, 7.7343, 2.2327, 38.9008
Si, 1.9336, 5.5818, 38.9008
Si, 5.8008, 5.5818, 38.9008
Si, 9.6679, 5.5818, 38.9008
Si, 0, 8.9308, 38.9008
Si, 3.8672, 8.9308, 38.9008
Si, 7.7343, 8.9308, 38.9008
Si, 1.9336, 12.2799, 38.9008
Si, 5.8008, 12.2799, 38.9008
Si, 9.6679, 12.2799, 38.9008
Si, -0.2415, 0.0516, 28.5613
Si, 3.9673, -0.0559, 28.5069
Si, 7.7644, 0.0097, 28.8073
Si, 1.8022, 3.2575, 28.3893
Si, 5.721, 3.4036, 29.0331
Si, 9.4329, 3.3491, 28.7432
Si, -0.0674, 6.6742, 28.4893
Si, 3.8622, 6.6764, 28.6807
Si, 7.4058, 6.7837, 28.4892
Si, 1.8094, 9.9782, 28.7226
Si, 5.5687, 10.1708, 28.7399
Si, 9.5963, 10.0887, 28.66
Si, -0.1237, 2.2659, 29.3176
Si, 3.7374, 2.1852, 29.2706
Si, 7.6263, 2.2005, 29.6668
Si, 1.8549, 5.5011, 29.2324
Si, 5.7186, 5.6599, 29.681
Si, 9.4665, 5.6701, 29.1253
Si, -0.1332, 8.859, 29.4062
Si, 3.7462, 8.8926, 29.4963
Si, 7.5834, 8.9968, 29.2403
Si, 1.8579, 12.3247, 29.1384
Si, 5.7872, 12.34, 29.5546
Si, 9.6305, 12.2496, 29.5928
Si, -0.0603, 2.2453, 31.7212
Si, 3.7781, 2.2026, 31.7098
Si, 7.6719, 2.2086, 31.9784
Si, 1.8842, 5.5437, 31.6784
Si, 5.7499, 5.6181, 31.9836
Si, 9.5759, 5.6162, 31.6158
Si, -0.0708, 8.8929, 31.779
Si, 3.7973, 8.9168, 31.8423
Si, 7.6601, 8.9534, 31.6872
Si, 1.8791, 12.3021, 31.6282
Si, 5.7718, 12.2981, 31.8875
Si, 9.643, 12.2568, 31.9137
Si, 1.8599, 1.1079, 32.5562
Si, 5.7019, 1.1296, 32.6477
Si, 9.6537, 1.1164, 32.6327
Si, -0.0827, 4.487, 32.5078
Si, 3.7959, 4.4312, 32.5791
Si, 7.7207, 4.4844, 32.6223
Si, 1.8686, 7.7653, 32.572
Si, 5.7642, 7.8716, 32.6367
Si, 9.5771, 7.8119, 32.5564
Si, 0.0116, 11.1379, 32.5697
Si, 3.7904, 11.1803, 32.5604
Si, 7.6942, 11.1386, 32.6272
Si, 1.9252, 1.1117, 34.937
Si, 5.7844, 1.1202, 34.9879
Si, 9.6735, 1.1179, 34.9796
Si, -0.0131, 4.4701, 34.9105
Si, 3.8533, 4.4591, 34.9455
Si, 7.7427, 4.473, 34.971
Si, 1.9256, 7.805, 34.9444
Si, 5.8017, 7.8254, 34.9831
Si, 9.655, 7.8116, 34.936
Si, 0.009, 11.161, 34.9435
Si, 3.8522, 11.1685, 34.9384
Si, 7.7295, 11.1556, 34.9759
Si, 0.0157, 0.0046, 5.1533
Si, 3.8773, 0.0009, 5.1758
Si, 7.7341, 0.0038, 5.1533
Si, 1.9391, 3.3425, 5.1498
Si, 5.7976, 3.3408, 5.1418
Si, 9.6712, 3.349, 5.1577
Si, 0.0043, 6.6843, 5.1129
Si, 3.8687, 6.6899, 5.1187
Si, 7.7443, 6.7039, 5.1581
Si, 1.9399, 10.0593, 5.0815
Si, 5.8188, 10.0612, 5.1277
Si, 9.6641, 10.0503, 5.0821
Si, 0.1056, 0.024, 7.5314
Si, 3.9319, -0.0018, 7.5785
Si, 7.787, 0.0346, 7.5361
Si, 1.9652, 3.3244, 7.5335
Si, 5.801, 3.3177, 7.5179
Si, 9.6866, 3.3574, 7.5444
Si, 0.0516, 6.6444, 7.4648
Si, 3.9131, 6.6761, 7.4703
Si, 7.794, 6.729, 7.5413
Si, 2.009, 10.068, 7.4079
Si, 5.9201, 10.1143, 7.4876
Si, 9.7037, 10.0623, 7.4167
Si, 0.0215, 2.2554, 8.3963
Si, 3.8786, 2.2257, 8.4394
Si, 7.7459, 2.2633, 8.3708
Si, 1.988, 5.5554, 8.3357
Si, 5.8554, 5.5556, 8.2626
Si, 9.7256, 5.5895, 8.3828
Si, 0.0559, 8.9186, 8.0289
Si, 3.9753, 8.9544, 8.0797
Si, 7.8251, 8.9857, 8.3632
Si, 2.0185, 12.2342, 8.3957
Si, 5.8926, 12.3182, 8.4465
Si, 9.7629, 12.2885, 8.2116
Si, 0.0331, 2.2775, 10.824
Si, 3.8548, 2.2426, 10.8989
Si, 7.721, 2.3031, 10.7813
Si, 2.029, 5.5638, 10.7502
Si, 5.8994, 5.5462, 10.617
Si, 9.7799, 5.6075, 10.8118
Si, 0.1054, 8.9006, 10.3174
Si, 4.0961, 8.9723, 10.3789
Si, 7.918, 9.0579, 10.7901
Si, 2.0872, 12.1571, 10.8453
Si, 5.9401, 12.3534, 10.9195
Si, 9.8401, 12.295, 10.5451
Si, 1.8863, 1.0135, 11.5377
Si, 5.8137, 1.2223, 11.6868
Si, 9.6492, 1.1106, 11.3934
Si, 0.1047, 4.515, 11.6631
Si, 3.9825, 4.5262, 11.5616
Si, 7.8109, 4.5403, 11.5607
Si, 2.1116, 7.8974, 10.9781
Si, 5.9669, 7.8116, 11.197
Si, 9.8751, 7.9026, 11.3834
Si, 0.0849, 10.9991, 11.3417
Si, 4.1065, 11.0063, 11.5229
Si, 7.9844, 11.3436, 11.5774
O, 15.6697, -9.9386, 18.2119
O, 15.0152, 4.8873, 22.0361
O, 6.8492, -2.7119, 18.6585
O, 8.4999, 11.7468, 13.1689
O, 1.4879, 0.8228, 13.1661
O, -0.4528, 8.0813, 16.9431
O, 2.1775, 3.2578, 23.8831
O, 13.8167, 15.9063, 16.6019
O, 17.4774, 9.0598, 14.9785
O, 11.8552, 4.6214, 13.3557
O, 4.1482, 4.6367, 13.2444
O, 7.5758, 4.5067, 15.934
O, 11.7424, 6.7777, 26.8127
O, -2.4029, 3.8503, 18.0205
O, 5.9348, 3.8803, 27.462
O, 5.0279, 10.4158, 27.1557
O, 8.0461, 13.3906, 27.1323
O, 1.6457, 3.0102, 26.6879
O, -0.8673, 13.6171, 26.9832
O, 8.9463, 7.042, 24.4953
O, 4.2311, 6.6477, 27.0286
O, -0.6231, 18.6596, 24.7598
O, 9.7375, 10.2203, 26.9927
O, 7.6225, 6.9103, 14.7451
Si, 15.2636, -0.3891, 18.5468
Si, -5.2415, 12.7355, 21.7848
Si, 7.9483, 4.6843, 21.7822
Si, -0.3, 4.7727, 14.8837
Si, 4.3256, 5.8744, 21.0907
Si, 9.5566, 3.4195, 19.5567
Si, 3.6668, -10.1655, 16.6387
Si, 1.7105, 10.536, 25.7285
Si, -10.2803, -3.5612, 20.9522
Si, -3.2729, 2.839, 25.6995
Si, -6.3596, 1.1443, 14.834
Si, 0.6409, 2.1637, 16.413
Si, -2.2664, 0.1387, 26.1078
Si, 9.4144, 12.9332, 13.8685
Si, -0.5455, 19.2534, 19.8159
Si, 0.5962, 6.158, 25.3752
Si, 22.6762, 1.0081, 19.1441
Si, -6.2387, -23.1765, 19.2083
Si, 7.8578, 3.4844, 17.1639
Si, 23.5574, 6.7044, 17.1562
Si, 5.5072, 6.6355, 25.9948
Si, -8.4862, 3.3554, 22.5377
Si, -1.3562, -2.6117, 25.5478
Si, 18.3388, 12.3253, 18.7856
Si, 4.5254, 11.6184, 26.1478
Si, 2.4491, 3.7168, 25.4434
Si, -3.793, 0.4056, 16.335
Si, 0.8134, -0.1321, 14.3111
Si, -16.8982, -2.9272, 23.7431
Si, 1.6155, -4.9614, 23.4606
Si, 13.7962, 8.056, 14.0754
Si, -15.0328, 18.7466, 14.6697
Si, -6.0219, 3.7306, 25.889
Si, 9.4314, 5.4579, 24.3001
Si, -0.8282, 11.2555, 19.113
Si, -5.708, 15.7996, 21.9769
Si, 2.1621, 1.1683, 20.6187
Si, 10.3012, -3.9562, 16.7923
Si, 6.1383, 7.5228, 14.4252
Si, 11.0041, 22.5666, 13.9081
Si, -7.7583, 5.5395, 14.5745
Si, 8.8106, 8.5992, 23.9058
Si, -8.3067, -1.4084, 21.1667
Si, 20.1381, -19.2976, 20.963
Si, 13.6221, 7.2418, 19.5025
Si, -18.5218, -5.4407, 23.2165
Si, 8.1879, 9.7571, 18.8875
Si, 4.5035, 9.912, 14.624
Si, 14.8755, 12.3929, 15.5694
O, -11.3449, -2.527, 20.2764
O, 0.7197, -4.4843, 22.1708
O, 1.8586, 12.08, 14.8022
O, -8.3759, 11.7856, 19.5325
O, 11.1012, -16.2043, 17.6519
O, 9.074, 1.4689, 25.1457
O, 7.0233, -1.7966, 22.7725
O, 11.5146, 10.3173, 12.8769
O, -4.14, 9.4497, 24.3445
O, 1.9774, 9.6589, 24.4203
O, 10.0213, 22.9656, 24.449
O, 13.4008, 9.6238, 27.0759
O, -9.6261, 5.293, 25.4941
O, -0.8779, -0.5417, 18.8613
O, 12.2806, 8.3666, 14.532
O, 16.8819, 12.9485, 18.3843
O, 2.9608, 12.8842, 17.095
O, 12.1956, 14.4533, 20.2938
O, 7.7114, 18.0711, 13.2506
O, -6.4279, 6.8639, 22.0933
O, 7.0896, -0.6758, 20.3273
O, 5.2788, 18.392, 20.0849
O, -4.025, -7.1837, 21.2983
O, -4.738, 6.9758, 26.8757
O, -5.1328, -12.4999, 22.3166
O, -2.9938, 4.3506, 25.1468
O, -6.3206, 9.461, 22.9171
O, 6.7995, -9.6862, 22.4562
O, 4.8248, 12.1935, 21.6424
O, 8.9009, 2.9343, 27.2188
O, 16.7545, 7.6373, 24.7512
O, 14.1161, 13.3412, 21.6459
O, 5.0941, 6.457, 15.0691
O, 11.416, 3.3282, 15.6347
O, 0.9127, -7.0382, 20.3342
O, -7.0845, 15.9644, 22.8405
O, 12.3774, 7.3342, 24.2774
O, 3.0652, -5.5336, 22.9932
O, 3.2425, -4.4626, 14.9379
O, -0.5889, -0.7872, 13.8376
O, 5.7471, 14.9721, 13.3487
O, 6.3853, 0.2516, 15.57
O, -3.5235, 1.9877, 16.5753
O, -17.6633, -10.9508, 20.3571
O, 13.4111, 6.9862, 17.8867
O, 2.2954, 8.4868, 12.5235
O, 16.0307, 23.9445, 13.1218
O, -3.3118, 3.7917, 20.4805
O, -8.4994, 0.976, 19.2705
O, -1.4075, -3.6085, 15.1964
O, 2.5773, 6.49, 14.2085
O, 0.2283, -2.2031, 25.5908
O, -7.2902, -2.2534, 15.6822
O, -3.7502, 8.4592, 19.8269
O, 8.8191, 21.8291, 22.2774
O, -2.3602, 18.3373, 22.7579
O, 3.4623, 6.781, 20.0517
O, -2.336, 0.9549, 13.0406
O, 17.0897, -2.0217, 24.84
O, 5.7455, -21.5831, 25.2342
O, 12.1353, 5.8315, 15.8053
O, 10.8107, 4.2821, 20.1688
O, -1.5252, 8.1189, 13.0561
O, 7.8037, 13.0057, 17.76
O, -0.0115, 1.8583, 17.8618
O, 11.0274, -7.5231, 18.1938
O, 2.9367, 11.6033, 25.7458
O, 9.3261, -2.7081, 19.6175
O, 9.7796, 5.3324, 14.8082
O, -6.7915, 2.3751, 15.8283
O, 2.5419, -2.7441, 21.6881
O, -1.8376, 1.8106, 19.6846
O, 8.9699, -0.2459, 15.4173
O, -1.657, -6.5075, 20.4019
O, 2.3866, -10.7775, 21.2883
O, 8.7978, -4.1238, 17.4387
O, 1.8361, -4.5581, 19.7704
O, 3.4851, 18.034, 15.869
O, 3.9464, 26.9723, 14.6812
O, -11.1026, 0.7919, 15.5925
O, -5.8102, -5.7852, 12.8404
O, 4.0181, 3.3396, 25.7155
O, -2.1561, 12.1729, 25.181
O, 4.6249, 13.0699, 26.9297
O, 6.7102, 2.6518, 25.3808
O, 6.6132, 3.5779, 18.1906

Results
free energy: -215759.969 eV
free energy less fixed offsets of O -568.88, Si -635.61 eV per atom: -1.159 eV

Forces (eV/angstrom), in the order of the atoms: element, x, y, z
Si, 0.0003, 0.021, -0.0001
Si, -0.0087, 0.0212, -0.0077
Si, -0.0155, -0.0018, 0.048
Si, -0.0032, 0.0018, 0.0133
Si, -0.017, -0.0006, 0.0252
Si, 0.0081, 0.0168, 0.0023
Si, -0.004, -0.0082, 0.0169
Si, -0.0115, -0.0105, 0.0279
Si, 0.005, 0.0261, 0.0207
Si, -0.0122, -0.0218, -0.0011
Si, 0.0081, 0.0043, -0.0486
Si, -0.0228, -0.0303, -0.0207
Si, 0.0534, -0.0155, -0.0015
Si, -0.0152, -0.0552, -0.0011
Si, 0.0333, -0.0154, -0.0163
Si, 0.0023, -0.0811, 0.0053
Si, -0.0065, -0.0468, 0.0036
Si, 0.0059, 0.0132, -0.0066
Si, 0.0044, -0.0153, -0.0077
Si, 0.0312, 0.0078, -0.011
Si, 0.0073, -0.0455, -0.0028
Si, 0.0041, 0.0579, -0.0054
Si, 0.0686, 0.0631, -0.0046
Si, 0.0095, 0.0811, 0.0174
Si, 0.146, -0.0415, 0.1042
Si, -0.003, -0.0416, 0.0772
Si, 0.0525, -0.0047, 0.25
Si, 0.0514, -0.1446, -0.0138
Si, 0.007, -0.1093, -0.0079
Si, 0.0264, -0.0001, 0.2569
Si, 0.028, -0.0506, -0.0333
Si, 0.1061, 0.0304, 0.1859
Si, 0.0155, -0.0827, -0.0618
Si, -0.0058, 0.1613, -0.0984
Si, 0.2012, 0.1693, -0.0327
Si, -0.0028, 0.1611, -0.2764
Si, 0.0597, -0.0655, 0.0551
Si, -0.1876, -0.0412, 0.1005
Si, -0.0329, -0.0029, -0.0421
Si, -0.1946, -0.0131, -0.1825
Si, -0.0455, 0.1071, -0.0139
Si, 0.0717, 0.0664, 0.0707
Si, -0.1154, -0.054, -0.1256
Si, -0.0652, -0.0268, -0.1084
Si, 0.0079, 0.0557, 0.1553
Si, -0.0122, -0.0528, -0.0217
Si, -0.1672, 0.0869, 0.1392
Si, 0.0569, -0.0472, -0.0987
Si, 0.0262, -0.0233, -0.0139
Si, -0.0657, -0.0213, -0.0169
Si, -0.023, -0.0082, 0.011
Si, -0.0678, -0.0025, 0.0127
Si, -0.0193, 0.0576, 0.0154
Si, 0.0415, 0.0377, 0.0041
Si, -0.0518, -0.0092, 0.0063
Si, -0.0125, -0.018, 0.0158
Si, 0.0047, 0.0242, -0.0044
Si, 0.0044, -0.0274, 0.0043
Si, -0.0574, 0.0805, 0
Si, 0.0327, -0.0152, 0.0121
Si, -0.0042, -0.0192, 0.0087
Si, 0.0127, -0.023, -0.0286
Si, 0.0139, -0.0006, -0.0351
Si, 0.0024, 0.0004, -0.0275
Si, 0.0153, -0.0024, 0.0031
Si, -0.0063, -0.0168, 0.0171
Si, 0.0079, 0.011, -0.005
Si, 0.0118, 0.0174, -0.006
Si, -0.0065, -0.0212, -0.0234
Si, 0.01, 0.0197, 0.0198
Si, -0.007, -0.0093, 0.0252
Si, 0.024, 0.0272, -0.0162
Si, -0.2128, 0.0567, -0.5627
Si, 0.2075, -0.024, -0.3835
Si, 0.0891, -0.0583, -0.7128
Si, -0.134, -0.1734, -0.4403
Si, -0.0526, 0.3167, -0.3058
Si, -0.321, -0.2478, -0.3504
Si, 0.1524, 0.0775, -0.6234
Si, -0.0505, -0.0859, -0.512
Si, -0.0445, 0.1311, -0.5046
Si, -0.0676, -0.1332, -0.4555
Si, -0.3027, -0.0487, -0.4335
Si, 0.0614, -0.019, -0.5747
Si, -0.0277, 0.0955, 0.3171
Si, 0.0657, -0.0693, 0.1689
Si, 0.0905, -0.0274, 0.4125
Si, 0.1092, 0.1061, 0.2046
Si, -0.1197, -0.2174, 0.4203
Si, 0.0975, -0.0439, 0.2396
Si, 0.0234, 0.1425, 0.3983
Si, 0.1674, 0.1018, 0.3765
Si, -0.0014, 0.1005, 0.3282
Si, -0.0481, 0.001, 0.0837
Si, 0.0473, -0.0022, 0.3268
Si, 0.0489, -0.0416, 0.296
Si, 0.0139, 0.048, 0.0747
Si, 0.006, -0.0365, 0.0505
Si, -0.0538, -0.0211, -0.0206
Si, -0.0081, -0.0424, 0.0083
Si, 0.0253, 0.1231, 0.0349
Si, 0.0362, 0.008, 0.0948
Si, -0.0289, -0.0445, 0.0585
Si, -0.0607, -0.0398, 0.0646
Si, 0.0093, -0.0214, 0.0837
Si, 0.0208, 0.0476, 0.019
Si, 0.0162, -0.0327, 0.0855
Si, 0.0482, 0.0047, 0.0831
Si, 0.0219, 0.0043, -0.2081
Si, 0.0249, -0.0517, -0.0758
Si, -0.0325, -0.0344, -0.0769
Si, 0.0431, 0.0181, -0.2158
Si, -0.0307, 0.0345, -0.2077
Si, -0.0185, 0.0249, -0.1699
Si, 0.009, 0.0183, -0.1152
Si, -0.0187, -0.0351, 0.0009
Si, 0.0276, -0.0066, -0.2351
Si, -0.0905, 0.0173, -0.1243
Si, 0.0553, 0.011, -0.1516
Si, 0.0052, 0.0206, -0.1084
Si, 0.0251, -0.0048, 0.0112
Si, -0.0626, -0.0053, 0.0196
Si, 0.0396, 0.0039, 0.0021
Si, 0.0175, 0.024, 0.027
Si, -0.0042, -0.0565, 0.0633
Si, 0.0321, -0.0077, 0.0501
Si, -0.0269, -0.0465, 0.0057
Si, 0.0306, 0.0756, -0.0078
Si, -0.0193, -0.0307, 0.0197
Si, 0.0412, -0.013, 0.0208
Si, 0.002, 0.0042, 0.0166
Si, 0.0157, -0.0455, 0.0187
Si, 0.0443, 0.0439, -0.048
Si, -0.0404, 0.0117, -0.0298
Si, -0.0154, 0.0292, -0.0116
Si, -0.0351, 0.0284, 0.0034
Si, -0.0257, -0.0135, 0.0078
Si, -0.0275, 0.0321, -0.0168
Si, -0.011, -0.0712, -0.0181
Si, -0.001, -0.0223, -0.0416
Si, 0.0046, 0.0232, -0.0382
Si, 0.0209, 0.0041, -0.0406
Si, 0.0723, 0.0703, -0.0232
Si, -0.0598, 0.0058, 0.0218
Si, 0.0122, -0.0231, 0.1779
Si, 0.0192, -0.0127, 0.262
Si, 0.0317, -0.0441, 0.1469
Si, -0.0183, 0.0451, 0.1806
Si, 0.0372, 0.0104, 0.0549
Si, 0.039, 0.044, 0.1617
Si, -0.0338, -0.0481, 0.1158
Si, 0.022, -0.0639, 0.1649
Si, 0.0104, -0.0681, 0.2143
Si, -0.0175, 0.0678, 0.1756
Si, -0.0416, -0.0046, 0.062
Si, 0.0183, -0.0048, 0.0397
Si, -0.0404, 0.0528, -0.0463
Si, -0.0439, 0.0056, -0.0229
Si, -0.0944, 0.0541, -0.0126
Si, 0.0319, 0.0224, -0.0265
Si, 0.0326, -0.0277, -0.0633
Si, 0.017, -0.0099, -0.0616
Si, -0.0505, -0.0413, 0.0273
Si, 0.1547, 0.0904, -0.0082
Si, -0.0579, 0.0455, -0.0432
Si, -0.0068, 0.0109, -0.0208
Si, -0.0513, 0.0252, -0.0626
Si, -0.0412, 0.0429, -0.0657
Si, -0.0515, -0.027, -0.3681
Si, -0.0622, -0.0087, -0.3691
Si, 0.1851, -0.0536, -0.4307
Si, -0.0967, 0.107, -0.2843
Si, 0.0537, 0.0204, -0.4102
Si, -0.0984, 0.0532, -0.2567
Si, 0.0568, 0.0911, -0.3169
Si, -0.1492, -0.2452, -0.4967
Si, -0.1269, 0.0062, -0.3209
Si, 0.0438, 0.049, -0.3298
Si, -0.0306, 0.0048, -0.2719
Si, 0.0578, 0.0014, -0.2214
Si, -0.1536, -0.15, 0.4568
Si, -0.1013, 0.256, 0.4429
Si, -0.2312, 0.066, 0.2682
Si, 0.2354, 0.1126, 0.6473
Si, 0.0974, 0.0203, 0.6005
Si, 0.0155, 0.1016, 0.6749
Si, 0.1621, 0.2096, 0.3946
Si, 0.0045, -0.1545, 0.5317
Si, -0.0138, -0.0197, 0.6277
Si, -0.1259, -0.5781, 0.3938
Si, 0.1197, -0.1453, 0.5837
Si, 0.3849, 0.1867, 0.3662
O, 0.027, -0.0404, 0.001
O, -0.0697, -0.1034, 0.1578
O, -0.0034, -0.0207, -0.0024
O, -0.177, -0.1765, -0.2536
O, 0.1275, 0.0236, -0.2202
O, -0.005, -0.0097, -0.0517
O, 0.0288, 0.0436, 0.2009
O, -0.0178, 0.0229, -0.0382
O, -0.0159, -0.0115, -0.2072
O, 0.0054, -0.077, -0.7725
O, -0.0305, -0.1376, -0.4313
O, 0.0124, 0.0583, -0.1592
O, -0.0911, -0.0614, 0.5087
O, -0.012, -0.0056, -0.0374
O, -0.0644, -0.0302, -0.2049
O, 0.0205, -0.0676, 0.1363
O, -0.1535, 0.0352, 0.2551
O, -0.0128, 0.0149, 0.7097
O, 0.3179, 0.0256, 0.3035
O, -0.0552, -0.0876, 0.0589
O, -0.1578, -0.0228, 0.2704
O, 0.137, -0.0518, 0.1144
O, -0.0624, -0.0591, 0.3284
O, 0.0556, -0.0048, -0.1257
Si, 0.0326, -0.0345, 0.0107
Si, 0.0465, -0.0842, -0.0514
Si, 0.0291, -0.0129, -0.1023
Si, -0.0465, -0.0467, 0.3028
Si, -0.0326, 0.0691, -0.1011
Si, -0.0208, 0.0362, 0.0222
Si, -0.12, -0.1145, 0.1189
Si, -0.06, -0.2048, -0.151
Si, -0.0816, -0.1734, -0.1274
Si, 0.0107, 0.1651, -0.0983
Si, -0.1289, -0.0433, 0.4091
Si, 0.1908, 0.0802, 0.2012
Si, -0.0178, -0.0982, 0.0398
Si, -0.2426, 0.1387, 0.154
Si, 0.0165, 0.0747, -0.0106
Si, -0.2156, 0.1653, -0.3317
Si, -0.0053, 0.0109, -0.0397
Si, 0.0349, 0.0178, 0.0558
Si, -0.0112, -0.0231, 0.122
Si, -0.0578, 0.1002, 0.2266
Si, -0.0157, 0.2126, -0.0697
Si, 0.1263, -0.0262, -0.2285
Si, -0.0464, -0.2108, -0.2355
Si, -0.0387, -0.0678, 0.1136
Si, 0.4205, -0.2309, -0.1127
Si, 0.0631, 0.1034, -0.3567
Si, -0.1829, 0.2247, 0.4046
Si, 0.3769, 0.1975, 0.3565
Si, 0.181, -0.1949, -0.3194
Si, 0.0545, -0.0867, -0.2789
Si, 0.0841, -0.0001, -0.0755
Si, -0.102, 0.0413, 0.1536
Si, 0.2621, -0.1109, 0.0857
Si, 0.0378, 0.1473, -0.2085
Si, 0.0743, -0.0933, -0.0043
Si, -0.034, -0.0524, -0.2153
Si, 0.1072, -0.0827, -0.1002
Si, -0.0046, -0.0657, 0.2671
Si, -0.0062, 0.1313, 0.025
Si, -0.0142, 0.0434, -0.0101
Si, -0.0428, 0.0876, 0.2385
Si, -0.131, -0.0217, -0.1989
Si, 0.0804, -0.076, -0.0877
Si, 0.1201, 0.0833, -0.0248
Si, 0.0071, 0.0204, 0.0068
Si, -0.0784, 0.122, -0.2896
Si, -0.0383, -0.0233, -0.0178
Si, -0.0086, 0.072, 0.4313
Si, -0.0066, 0.0204, 0.3237
O, -0.0214, 0.0235, 0.0223
O, 0.0725, 0.0615, 0.092
O, -0.148, 0.0219, -0.1963
O, -0.0029, 0.0413, 0.0445
O, -0.0318, 0.0061, -0.0832
O, 0.0349, -0.1314, 0.1347
O, -0.0706, 0.0348, 0.0543
O, 0.0839, 0.3553, -0.2184
O, -0.043, 0.0052, 0.0779
O, 0.0721, 0.2007, 0.1832
O, 0.1051, 0.1706, 0.1734
O, -0.0082, 0.1174, 0.1363
O, 0.1899, -0.1184, 0.1486
O, -0.0138, 0.0129, -0.0152
O, -0.0638, -0.007, 0.0292
O, -0.0114, -0.0046, -0.0192
O, 0.0035, -0.015, -0.1652
O, 0.0232, -0.001, 0.0961
O, -0.0127, -0.1101, -0.5167
O, 0.0123, -0.0584, 0.0497
O, 0.0022, 0.0418, -0.0003
O, 0.0186, 0.0518, 0.0517
O, -0.076, -0.1118, 0.0681
O, 0.2115, -0.0492, 0.3993
O, 0.0083, 0.0783, 0.0411
O, -0.0504, -0.08, 0.0872
O, -0.0122, 0.0096, 0.1372
O, 0.0297, 0.0215, 0.0224
O, -0.1087, 0.0111, 0.0507
O, 0.0457, 0.0288, 0.0627
O, 0.0861, -0.0714, 0.264
O, -0.0379, 0.0125, 0.0422
O, -0.0108, -0.0811, -0.0714
O, -0.0548, 0.0732, -0.1108
O, -0.0355, -0.0348, 0.0335
O, -0.0684, 0.0534, 0.1064
O, -0.0115, -0.1109, 0.1576
O, -0.0138, -0.0175, 0.1132
O, -0.1154, -0.0668, -0.1097
O, -0.0155, -0.1318, -0.093
O, 0.0951, -0.1224, -0.4362
O, -0.0222, 0.0094, -0.1496
O, 0.0572, -0.1152, -0.0863
O, -0.0011, -0.0024, 0.0227
O, -0.0649, -0.031, -0.0304
O, -0.0056, -0.0888, 0.1584
O, -0.0191, 0.2231, -0.4355
O, -0.0052, 0.0154, 0.0692
O, -0.0282, -0.0061, 0.0588
O, 0.0453, 0.0198, -0.1921
O, -0.0715, -0.0444, -0.0834
O, 0.0574, 0.0652, 0.1432
O, 0.0453, -0.1143, -0.1798
O, -0.0187, -0.0097, -0.0275
O, 0.0215, -0.0588, 0.044
O, -0.0846, -0.0019, 0.0913
O, 0.0312, -0.0062, -0.0466
O, 0.0758, -0.1042, -0.1546
O, -0.2522, 0.1477, 0.2622
O, -0.031, -0.0374, -0.0618
O, 0.0043, -0.0233, -0.122
O, -0.0186, -0.054, -0.0289
O, -0.1344, -0.0982, -0.386
O, 0.0249, 0.0841, -0.1935
O, -0.0353, 0.0155, -0.0706
O, 0.0379, -0.0008, -0.0749
O, 0.0689, 0.078, 0.1174
O, 0.0182, 0.0114, 0.0656
O, 0.0887, 0.0152, -0.0914
O, 0.1344, -0.0648, -0.1746
O, 0.0106, 0.076, 0.0717
O, 0.0418, 0.0017, 0.0229
O, 0.2073, -0.1429, -0.2967
O, 0.0183, 0.0241, 0.004
O, -0.0637, 0.0432, 0.0484
O, 0.0246, 0.0215, -0.057
O, 0.0142, 0.0461, -0.0053
O, -0.0004, 0.1938, -0.2397
O, -0.0569, 0.0454, -0.2278
O, -0.0833, -0.2102, -0.2117
O, 0.0193, 0.0753, 0.0019
O, -0.1011, -0.0354, 0.0369
O, -0.0893, 0.1562, 0.0759
O, -0.2631, 0.1967, 0.445
O, -0.0109, -0.0167, 0.1274
O, 0.0537, 0.0021, -0.0876

The program warned: the cutoff lies below the one the program advises for these potential files; the exchange-correlation potential is rough where the density is thin.
